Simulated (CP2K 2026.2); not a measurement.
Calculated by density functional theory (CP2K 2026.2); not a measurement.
Periodic cell of 440 atoms, Si320O120, from a study of silicon, its oxide and their interface. The atomic structure is a simulated model.
Doubt: the forces sum to 0.93 eV/angstrom along one axis rather than to zero, so they err by at least 0.0021 eV/angstrom per atom on average; the grid cutoff is modest.

Settings
functional: PBE
method: Gaussian and plane waves
basis set: DZVP-MOLOPT-SR-GTH
pseudopotentials: GTH-PBE
grid cutoff: 350 Ry, relative cutoff 50 Ry
k points: Gamma only
occupations: fixed
spin: none
net charge: 0

Cell vectors (angstrom)
a	15.3866	0	0
b	0	15.3866	0
c	2.4171	3.6593	33.5247

Atoms and the computed forces on them: element, x, y, z (angstrom), force x, y, z (eV/angstrom)
Si	2.506	16.693	28.866	-0.104	0.161	0.766
Si	2.585	5.974	28.91	-0.045	-0.06	0.728
Si	2.585	9.113	28.716	-0.113	0.259	0.721
Si	2.524	13.555	28.936	-0.143	-0.192	0.755
Si	6.144	17.435	28.951	0.212	-0.217	0.757
Si	6.297	5.159	28.764	0.134	0.263	0.778
Si	6.325	9.807	28.731	0.109	-0.261	0.782
Si	6.171	12.938	28.864	0.201	0.236	0.757
Si	10.142	17.596	28.744	0.032	0.307	0.489
Si	10.255	4.694	28.573	0.038	-0.069	0.026
Si	10.257	9.871	28.783	-0.088	-0.099	0.779
Si	10.165	12.995	28.748	-0.07	0.169	0.712
Si	14.022	16.622	28.658	-0.026	0.346	0.775
Si	14.129	5.888	28.772	-0.126	-0.188	0.729
Si	14.042	9.041	28.82	0.079	0.262	0.826
Si	13.992	13.473	28.884	0.059	-0.204	0.789
Si	4.31	17.137	30.308	0.004	-0.019	-0.019
Si	4.481	5.604	30.209	-0.009	-0.005	-0.025
Si	4.451	9.421	30.104	0.008	0.005	-0.036
Si	4.378	13.249	30.3	-0.007	0.001	-0.01
Si	8.219	17.139	30.051	-0.029	-0.027	-0.034
Si	8.352	5.457	29.887	-0.027	0.039	-0.092
Si	8.283	9.467	30.01	0.004	0.017	-0.098
Si	8.206	13.257	30.032	-0.015	0.003	-0.043
Si	12.096	17.09	29.986	-0.024	-0.012	-0.006
Si	12.107	5.428	29.939	0.004	0.088	-0.044
Si	12.125	9.431	30.123	0.013	-0.035	-0.01
Si	12.05	13.234	30.143	0.003	-0.004	-0.025
Si	15.904	17.054	30.048	-0.022	-0.018	-0.072
Si	16.005	5.61	30.14	0	0.006	-0.038
Si	16.016	9.389	30.05	-0.021	-0.023	-0.056
Si	15.941	13.243	30.16	-0.027	0.016	-0.04
Si	4.344	3.696	31.58	0.002	0.008	0.034
Si	4.493	7.532	31.512	0.016	0.01	0.04
Si	4.376	11.288	31.548	-0.006	-0.004	0.037
Si	4.431	15.192	31.602	0.006	0.001	0.037
Si	8.251	3.652	31.437	0.001	0.016	0.013
Si	8.315	7.447	31.27	-0.02	0	-0.007
Si	8.245	11.348	31.445	0.001	-0.014	0.054
Si	8.248	15.188	31.388	-0.001	0.002	0.017
Si	12.173	3.594	31.411	0.013	-0.013	-0.017
Si	12.046	7.405	31.345	0.027	-0.007	0.015
Si	12.138	11.322	31.509	0.001	0.003	0.032
Si	12.055	15.196	31.428	-0.005	0.003	0.035
Si	15.954	3.619	31.403	0.011	-0.004	0.009
Si	15.991	7.516	31.499	-0.019	0.014	0.055
Si	15.966	11.292	31.451	-0.008	0.003	0.008
Si	15.929	15.182	31.501	-0.001	-0.008	0.056
Si	2.42	3.651	32.873	0.005	0.006	0.017
Si	2.529	7.501	32.846	-0.005	-0.017	-0.001
Si	2.455	11.302	32.872	0.017	-0.008	0.004
Si	2.461	15.18	32.879	-0.007	-0.004	-0.02
Si	6.342	3.656	32.833	-0.023	-0.008	-0.001
Si	6.445	7.485	32.776	0	0.002	0.012
Si	6.346	11.323	32.84	0.004	0.007	-0.025
Si	6.39	15.191	32.856	-0.013	-0.001	0.007
Si	10.207	3.624	32.763	-0.005	-0.014	-0.036
Si	10.167	7.453	32.748	0.006	0.023	-0.006
Si	10.173	11.321	32.813	-0.005	0.007	-0.033
Si	10.148	15.184	32.793	0.015	-0.012	0.005
Si	14.055	3.626	32.801	0.002	-0.011	0.022
Si	13.992	7.47	32.754	0.013	0.007	-0.031
Si	14.058	11.32	32.839	-0.013	0.007	-0.001
Si	13.986	15.181	32.815	0.02	-0.009	-0.017
Si	15.446	13.452	11.533	-0.001	0.003	-0.015
Si	15.401	1.887	11.564	-0.001	0.005	-0.001
Si	15.449	5.738	11.563	-0.004	0.006	-0.011
Si	15.411	9.597	11.557	-0.009	0.001	0.002
Si	3.932	13.461	11.517	0.008	0	-0.019
Si	3.928	1.888	11.546	0.005	0.009	-0.012
Si	3.895	5.745	11.545	-0.017	0.006	-0.001
Si	3.935	9.601	11.526	0.009	0	-0.009
Si	7.764	13.446	11.537	-0.01	-0.008	-0.019
Si	7.737	1.885	11.545	-0.012	-0.011	-0.009
Si	7.753	5.741	11.527	0.001	-0.007	-0.01
Si	7.746	9.59	11.552	-0.017	0	0.003
Si	11.638	13.44	11.525	-0.009	-0.003	-0.015
Si	11.667	1.893	11.586	0.012	-0.011	0.012
Si	11.647	5.733	11.567	0.016	0	-0.006
Si	11.658	9.567	11.583	0.013	0.02	0.018
Si	2.004	13.521	12.849	-0.014	-0.015	0.01
Si	1.968	1.896	12.846	0.003	-0.004	-0.045
Si	1.974	5.723	12.929	0.023	0.015	0.022
Si	1.986	9.606	12.826	0.013	0.005	-0.024
Si	5.84	13.439	12.9	0.008	0.004	0.006
Si	5.83	1.859	12.948	-0.008	0.009	0.021
Si	5.825	5.783	12.878	0.009	-0.01	0.01
Si	5.828	9.637	12.943	-0.008	0.009	-0.023
Si	9.71	13.466	12.855	0.016	-0.031	0.003
Si	9.692	1.879	12.846	-0.006	0.026	-0.036
Si	9.69	5.7	12.861	-0.004	0.001	0.011
Si	9.695	9.549	12.866	-0.008	-0.023	0.006
Si	13.537	13.416	12.914	0.008	0.007	-0.015
Si	13.55	1.886	13.056	-0.001	0.007	0.035
Si	13.56	5.735	12.97	-0.025	-0.009	0
Si	13.549	9.573	13.039	0.009	-0.012	-0.009
Si	1.987	15.429	14.256	0.014	0.023	0.033
Si	1.942	3.747	14.258	-0.012	0.003	0.026
Si	1.954	7.709	14.205	-0.019	0.008	-0.014
Si	2.029	11.567	14.105	0.024	-0.006	-0.024
Si	5.836	15.294	14.334	-0.015	0.042	-0.012
Si	5.815	3.856	14.205	0.008	0.007	-0.048
Si	5.796	7.7	14.266	0.001	-0.007	-0.031
Si	5.848	11.569	14.331	0.008	-0.049	-0.036
Si	9.699	15.387	14.228	-0.012	0.014	0.037
Si	9.705	3.769	14.209	0.01	-0.02	-0.031
Si	9.668	7.602	14.212	0.001	0.013	-0.053
Si	9.719	11.514	14.142	-0.005	0.017	-0.025
Si	13.537	15.26	14.36	-0.011	0.018	-0.019
Si	13.579	3.87	14.42	-0.01	-0.039	-0.013
Si	13.572	7.606	14.41	-0.03	0.052	-0.015
Si	13.548	11.554	14.359	-0.009	-0.038	-0.024
Si	15.501	15.307	15.695	-0.041	-0.016	0.007
Si	15.539	3.81	15.832	-0.046	0.017	0.026
Si	15.551	7.623	15.755	-0.017	0.015	0.044
Si	15.596	11.586	15.55	-0.026	-0.017	0.023
Si	3.87	15.37	15.679	0.066	0.023	0.03
Si	3.886	3.821	15.551	0.032	0.019	-0.01
Si	3.844	7.736	15.587	0.015	0.012	0.051
Si	3.843	11.632	15.588	0.058	-0.047	0.049
Si	7.822	15.296	15.642	-0.04	0.032	0.013
Si	7.76	3.807	15.507	-0.026	-0.003	0.006
Si	7.735	7.669	15.573	0.002	-0.016	0.03
Si	7.867	11.584	15.569	-0.049	-0.059	0.052
Si	11.557	15.296	15.68	0.061	0.012	0.013
Si	11.561	3.784	15.67	0.027	-0.014	0.034
Si	11.55	7.555	15.642	0.003	-0.011	0.041
Si	11.541	11.526	15.631	0.031	-0.004	0.059
Si	16.229	13.403	16.939	0.276	0.125	-0.572
Si	15.093	17.188	17.063	0.22	0.069	-0.716
Si	16.299	5.74	17.061	0.034	-0.014	-0.046
Si	15.862	9.684	16.869	-0.2	-0.13	-0.837
Si	3.298	13.474	16.988	-0.012	0.058	0.017
Si	4.336	1.954	16.921	-0.284	-0.067	-0.743
Si	3.331	5.759	16.747	-0.316	0.029	-0.532
Si	3.54	9.712	16.874	0.218	-0.079	-0.824
Si	8.422	13.416	16.958	-0.021	0.042	0.058
Si	7.506	1.902	16.835	0.252	-0.05	-0.772
Si	7.906	5.708	16.848	-0.187	0.061	-0.682
Si	8.162	9.626	16.798	-0.144	-0.027	-0.763
Si	10.812	13.401	16.894	-0.167	0.007	-0.587
Si	11.903	17.229	16.986	-0.231	-0.013	-0.804
Si	11.063	5.664	17.009	0.342	0.016	-0.727
Si	11.24	9.521	16.831	0.144	0.087	-0.778
Si	7.502	13.539	19.173	0.337	-0.11	-0.599
Si	9.908	15.89	23.861	0.047	0.134	-0.06
Si	6.787	4.519	23.412	0.046	-0.029	-0.089
Si	10.998	4.799	19.821	0.027	0.04	-0.121
Si	4.409	13.809	19.093	-0.352	-0.169	-0.539
Si	16.154	16.627	20.017	-0.089	-0.062	-0.159
Si	1.881	5.38	21.934	0.038	0.057	-0.113
Si	5.551	6.162	18.835	0.019	-0.032	-0.148
Si	16.006	9.023	23.123	-0.036	0.142	-0.057
Si	5.74	17.172	22.117	0.037	0.016	0.06
Si	15.776	5.885	19.391	0.204	-0.058	-0.513
Si	13.474	10.151	18.864	-0.031	-0.005	-0.147
Si	5.834	9.34	18.844	0.032	0.008	-0.068
Si	3.131	11.916	21.076	0.016	0.05	-0.036
Si	15.935	6.617	24.562	0.065	-0.133	-0.003
Si	14.184	8.029	20.756	0.023	0.063	-0.058
Si	2.328	17.511	25.88	-0.029	0	0.098
Si	5.748	5.93	25.783	0.012	-0.057	0.167
Si	3.642	9.18	22.143	0.013	-0.054	-0.129
Si	12.342	3.409	22.102	-0.121	0.009	0.109
Si	10.163	10.053	20.936	0.123	0.077	0.032
Si	14.447	11.27	26.708	0.053	-0.015	0.166
Si	13.429	13.349	21.868	0.008	0.106	-0.007
Si	6.318	15.225	26.918	-0.008	-0.037	0.002
Si	8.502	15.808	21.198	-0.062	-0.064	-0.107
Si	4.783	6.176	21.766	-0.057	0.17	0.019
Si	11.275	9.21	23.49	-0.004	-0.024	-0.007
Si	15.921	13.463	20.032	0.056	0.067	-0.061
Si	14.652	17.359	25.638	-0.057	-0.077	0.215
Si	3.68	16.799	19.869	0.155	-0.108	-0.118
Si	3.744	12.573	24.136	0.001	-0.007	0.023
Si	5.924	10.717	23.677	0.001	-0.084	-0.057
Si	4.481	15.568	24.512	0.072	0.015	0.033
Si	9.652	2.298	19.121	-0.001	-0.038	-0.132
Si	2.242	11.407	26.652	0.08	-0.031	0.13
Si	11.759	12.435	19.635	-0.022	-0.021	-0.003
Si	2.75	5.097	26.05	0.041	-0.041	0.056
Si	9.985	8.3	26.084	-0.008	0.084	0.029
Si	6.844	8.691	25.836	-0.075	0.074	0.085
Si	15.076	3.645	21.267	-0.003	0.028	-0.023
Si	12.885	16.007	23.356	0.021	0.072	-0.015
Si	9.432	15.313	26.814	0.228	0.08	0.055
Si	11.314	7.352	21.318	-0.048	0.086	-0.045
Si	7.229	10.832	20.905	0.001	0.115	-0.047
Si	13.877	4.886	25.872	-0.005	0.046	0.19
Si	10.728	5.229	26.287	-0.178	-0.13	0.701
Si	13.81	10.884	23.74	0.098	-0.077	-0.054
Si	9.738	3.705	23.801	0.036	-0.017	-0.076
Si	0.052	13.448	0.693	0.015	-0.001	0.01
Si	0.053	1.921	0.681	0	0.004	0.012
Si	0.07	5.735	0.702	0	0.004	0.005
Si	0.052	9.584	0.684	0.008	-0.008	0.011
Si	3.944	13.46	0.672	0.005	-0.008	0.01
Si	3.947	1.921	0.648	-0.01	0.009	0.009
Si	3.971	5.733	0.651	-0.004	-0.011	0.007
Si	3.937	9.592	0.669	-0.013	-0.001	0.013
Si	7.757	13.446	0.632	-0.003	-0.002	0.008
Si	7.767	1.884	0.611	-0.005	0.015	0.011
Si	7.758	5.719	0.617	0	-0.003	0.005
Si	7.756	9.595	0.638	0.014	0.002	0.005
Si	11.608	13.439	0.652	0.001	0	0.006
Si	11.615	1.905	0.622	-0.007	0	0.006
Si	11.594	5.718	0.636	-0.003	-0.005	-0.006
Si	11.609	9.596	0.655	0.009	0.008	0.013
Si	2.003	13.445	2.016	-0.009	0.007	0.005
Si	2.008	1.907	2.003	-0.01	-0.008	0.002
Si	2.027	5.737	2.009	-0.002	-0.007	-0.002
Si	1.998	9.593	2.015	-0.001	0.002	-0.001
Si	5.859	13.453	2.031	-0.003	0.004	0
Si	5.864	1.894	2.012	0	-0.011	0.003
Si	5.869	5.738	2.028	-0.001	0.005	-0.008
Si	5.854	9.586	2.031	-0.002	0.003	-0.005
Si	9.679	13.44	2.002	0.004	0.012	0
Si	9.687	1.899	1.984	0.004	-0.001	-0.005
Si	9.675	5.735	1.995	-0.006	0.004	-0.006
Si	9.679	9.588	2.004	-0.001	-0.004	-0.004
Si	13.515	13.436	2.038	0.004	-0.005	0.002
Si	13.514	1.918	2.026	0.007	0.003	0.001
Si	13.512	5.722	2.023	0.005	-0.004	-0.001
Si	13.519	9.593	2.038	-0.005	0.003	-0.001
Si	2.003	15.371	3.37	0.013	-0.003	-0.001
Si	2.003	3.821	3.376	-0.011	0.005	-0.004
Si	2.008	7.664	3.371	0.009	0.001	-0.007
Si	1.997	11.517	3.375	-0.001	-0.003	-0.002
Si	5.853	15.37	3.391	-0.004	-0.006	0.009
Si	5.856	3.814	3.383	-0.002	0.009	0.004
Si	5.856	7.662	3.39	0.011	-0.008	0.009
Si	5.85	11.518	3.383	0.001	0.003	0.005
Si	9.684	15.367	3.36	-0.004	0	0
Si	9.685	3.815	3.36	0.004	0.005	0.001
Si	9.68	7.661	3.363	-0.009	0.002	0.006
Si	9.684	11.513	3.365	0.01	-0.005	0.001
Si	13.524	15.371	3.38	-0.003	0	-0.005
Si	13.522	3.822	3.402	-0.017	0.002	0.007
Si	13.52	7.655	3.379	-0.006	0.001	-0.006
Si	13.526	11.515	3.397	0.012	0	0.001
Si	15.46	15.367	4.728	0.002	0.002	-0.002
Si	15.464	3.824	4.736	0.003	-0.006	-0.001
Si	15.461	7.66	4.726	0.003	-0.008	-0.005
Si	15.461	11.515	4.738	-0.006	0.007	0
Si	3.919	15.365	4.74	-0.001	0.003	0.004
Si	3.923	3.819	4.738	-0.003	-0.014	-0.001
Si	3.922	7.665	4.743	0.005	0.004	-0.002
Si	3.919	11.516	4.738	-0.006	0.001	0.002
Si	7.778	15.365	4.746	0.001	0.013	-0.001
Si	7.777	3.819	4.742	0.012	-0.007	0.001
Si	7.776	7.664	4.75	-0.001	0.003	0.003
Si	7.773	11.513	4.744	0.004	-0.002	0.001
Si	11.6	15.364	4.736	-0.005	0.006	0
Si	11.593	3.821	4.744	0	0	0.003
Si	11.598	7.661	4.738	-0.007	-0.005	0
Si	11.597	11.511	4.743	0.002	0.003	-0.001
Si	15.46	13.442	6.092	0.003	-0.007	-0.002
Si	15.463	1.901	6.093	-0.007	0.006	-0.002
Si	15.464	5.744	6.099	-0.005	-0.004	-0.001
Si	15.46	9.584	6.091	0.002	0.007	-0.006
Si	3.913	13.439	6.1	0	-0.001	0.002
Si	3.915	1.9	6.101	0.004	-0.002	0.002
Si	3.913	5.741	6.104	0.002	0	-0.001
Si	3.918	9.592	6.101	0.004	-0.005	-0.001
Si	7.779	13.438	6.106	0	0.002	0.001
Si	7.778	1.901	6.107	-0.006	0.006	0.003
Si	7.778	5.739	6.111	-0.003	0.003	0.001
Si	7.773	9.589	6.109	0.004	-0.01	0.002
Si	11.6	13.438	6.097	0.006	-0.003	-0.005
Si	11.601	1.898	6.101	0.002	0.01	0
Si	11.598	5.743	6.107	-0.004	-0.001	0.002
Si	11.605	9.585	6.101	-0.001	0.004	-0.003
Si	1.988	13.441	7.466	-0.011	0.005	0.003
Si	1.991	1.901	7.465	0.003	-0.006	-0.003
Si	1.99	5.741	7.479	0	0.002	0.003
Si	1.99	9.589	7.462	0	0.001	-0.007
Si	5.845	13.436	7.448	-0.001	0.005	0.004
Si	5.843	1.903	7.45	0.002	-0.001	-0.006
Si	5.842	5.742	7.453	0.007	-0.007	0
Si	5.842	9.59	7.461	-0.001	0.007	0.001
Si	9.696	13.436	7.484	0.011	0.001	0.004
Si	9.693	1.9	7.48	-0.001	-0.003	0.003
Si	9.691	5.739	7.492	0.005	0.001	0.005
Si	9.693	9.586	7.476	0	0.002	0.001
Si	13.53	13.434	7.443	-0.008	0.012	-0.004
Si	13.535	1.903	7.445	0.001	-0.01	-0.008
Si	13.534	5.741	7.45	-0.004	-0.002	-0.002
Si	13.536	9.585	7.454	0.001	-0.002	-0.007
Si	1.984	15.367	8.828	0.003	-0.001	0.004
Si	1.984	3.813	8.844	-0.004	-0.002	0.007
Si	1.985	7.674	8.835	0.002	0.006	0.001
Si	1.983	11.512	8.825	-0.001	-0.009	-0.004
Si	5.846	15.364	8.798	-0.002	0.016	-0.004
Si	5.834	3.821	8.813	0.003	-0.008	-0.01
Si	5.838	7.661	8.815	-0.001	-0.009	-0.009
Si	5.845	11.519	8.815	-0.003	-0.007	0.002
Si	9.701	15.366	8.843	-0.001	0.006	0.008
Si	9.696	3.813	8.858	0.002	0	0.007
Si	9.699	7.67	8.85	-0.002	0.011	0.002
Si	9.699	11.505	8.843	0.004	-0.009	0.001
Si	13.532	15.362	8.792	0.002	0.013	-0.006
Si	13.535	3.821	8.812	-0.002	-0.001	0.001
Si	13.538	7.659	8.814	0	0.004	0.001
Si	13.532	11.514	8.809	0.005	0.003	-0.005
Si	15.428	15.369	10.174	0.006	-0.006	-0.003
Si	15.434	3.814	10.2	0.017	-0.003	-0.007
Si	15.44	7.666	10.199	0.021	-0.008	-0.002
Si	15.439	11.516	10.185	0.017	0.009	-0.003
Si	3.93	15.374	10.158	-0.007	-0.011	-0.003
Si	3.923	3.818	10.19	-0.008	-0.014	-0.002
Si	3.919	7.667	10.181	-0.01	0.004	-0.002
Si	3.918	11.525	10.171	-0.017	0.007	-0.005
Si	7.755	15.361	10.173	0.007	0	0.002
Si	7.743	3.81	10.184	0.005	0.005	0.001
Si	7.754	7.672	10.182	0.014	-0.008	0.004
Si	7.762	11.513	10.188	0.016	0.012	0.002
Si	11.645	15.373	10.187	-0.003	-0.009	0.001
Si	11.642	3.81	10.206	-0.011	0.018	0.003
Si	11.64	7.657	10.202	-0.01	-0.016	0.003
Si	11.633	11.493	10.2	-0.019	0.019	0.002
O	5.992	14.029	18.807	-0.112	0.195	-0.433
O	15.921	16.967	18.448	0.512	0.071	-0.142
O	12.493	17.212	22.352	-0.38	-0.021	-0.387
O	9.598	17.481	23.861	-0.407	-0.009	-0.192
O	1.627	6.056	20.465	0.565	0.462	-0.195
O	13.487	17.231	17.431	-0.035	-0.2	0.522
O	3.323	10.299	20.984	-0.171	-0.108	-0.659
O	2.009	9.654	17.46	0.089	0.161	0.46
O	4.513	9.947	18.161	-0.114	0.159	0.289
O	12.296	9.395	18.063	0.159	-0.224	0.336
O	2.572	17.514	27.474	0.241	0.589	0.089
O	5.934	1.906	17.267	0.099	-0.263	0.5
O	6.861	5.547	18.105	0.005	-0.143	0.08
O	9.461	5.799	17.353	-0.041	0.314	0.502
O	7.17	9.783	18.069	0.144	0.104	0.279
O	10.787	8.63	20.46	0.058	0.012	-0.771
O	8.358	17.361	18.218	-0.181	0.043	0.402
O	10.996	17.223	18.341	-0.1	-0.338	0.207
O	11.722	5.431	18.502	0.557	0.199	0.268
O	9.695	9.554	17.397	0.047	0.094	0.256
O	6.05	3.165	22.905	-0.225	0.044	-0.016
O	14.882	9.977	18.126	0.154	0.15	0.39
O	15.607	13.272	18.457	-0.387	0.03	-0.026
O	16.035	11.347	26.517	-0.134	0.137	0.039
O	5.819	13.822	27.534	-0.259	-0.117	-0.499
O	16.559	6.182	23.138	-0.248	0.374	-0.156
O	9.506	16.883	20.514	0.487	-0.104	0.339
O	13.737	11.308	25.283	-0.516	0.263	0.12
O	11.145	4.021	23.024	0.156	0.529	0.205
O	10.576	6.008	20.816	-0.556	0.1	0.162
O	10.19	14.032	27.473	0.274	-0.026	-0.062
O	8.234	14.623	20.132	0.165	-0.017	0.126
O	16.982	6.153	25.686	-0.051	0.06	0.105
O	11.042	7.715	22.879	0.04	-0.523	0.28
O	13.07	11.701	19.023	0.539	0.404	-0.068
O	3.847	15.189	19.742	-0.318	-0.064	0.157
O	2.206	9.019	22.865	0.051	-0.274	0.289
O	10.11	16.703	27.334	0.011	0.119	-0.434
O	16.22	16.967	25.564	-0.095	-0.253	-0.053
O	12.91	7.134	21.177	0.097	-0.568	0.249
O	4.18	5.644	25.561	-0.15	-0.013	-0.228
O	15.057	17.456	20.873	-0.394	-0.212	0.196
O	14.022	9.905	27.447	-0.097	-0.064	-0.58
O	5.832	15.353	25.393	0.541	-0.226	-0.154
O	6.602	4.785	25.007	0.139	-0.412	0.286
O	13.276	12.159	22.93	-0.274	0.08	0.328
O	7.42	12.173	20.036	0.114	-0.039	0.027
O	6.724	9.952	24.841	0.448	0.326	0.024
O	14.955	4.571	19.923	-0.594	-0.282	-0.558
O	15.324	10.486	23.293	0.453	0.444	0.072
O	10.547	10.271	22.5	-0.229	0.463	0.325
O	14.712	13.009	20.969	-0.006	-0.481	-0.021
O	8.392	8.303	25.965	-0.149	-0.183	-0.149
O	14.885	7.245	19.521	0.054	0.305	-0.394
O	7.89	15.271	27.255	-0.191	0.155	0.154
O	13.843	16.455	24.576	-0.039	-0.305	0.081
O	4.171	5.695	18.152	-0.199	-0.295	0.376
O	4.715	9.772	23.184	-0.022	-0.142	0.302
O	14.019	7.472	28.349	-0.172	-0.15	-0.061
O	14.396	5.042	27.403	0.09	-0.309	0.071
O	12.125	13.346	20.91	-0.429	0.31	0.184
O	4.811	17.443	20.817	0.142	0.414	-0.183
O	12.848	9.597	23.514	0.21	-0.445	-0.193
O	2.558	15.111	28.43	0.099	-0.028	-0.173
O	10.645	9.247	24.961	-0.022	0.301	0.145
O	5.284	12.087	24.244	0.347	0.311	0.443
O	14.468	6.043	24.914	-0.54	0.332	-0.434
O	15.246	8.247	21.927	0.238	-0.253	-0.121
O	2.729	4.954	27.654	0.138	-0.449	0.094
O	13.589	14.788	22.572	0.453	0.004	0.058
O	2.59	7.517	28.317	-0.047	-0.026	-0.498
O	4.311	12.628	20.213	0.313	-0.223	0.182
O	2.714	10.004	27.338	0.455	-0.246	-0.49
O	2.661	12.629	27.612	0.351	0.064	-0.344
O	5.717	16.504	27.684	-0.356	0.244	-0.269
O	15.777	8.225	24.514	0.015	0.371	0.686
O	6.162	5.945	27.348	0.078	0.548	-0.23
O	10.417	8.868	27.521	0.416	-0.202	-0.101
O	13.642	9.487	20.319	-0.2	0.293	0.606
O	6.263	9.024	27.309	-0.439	-0.121	0.012
O	9.346	15.23	25.215	-0.371	-0.289	0.02
O	6.014	9.921	20.334	-0.606	-0.258	0.48
O	5.408	5.705	20.357	0.116	-0.185	-0.03
O	6.901	11.122	22.455	0.387	0.273	0.073
O	10.221	11.429	28.23	0.138	0.067	-0.566
O	3.176	12.32	22.64	-0.326	-0.116	-0.006
O	6.234	11.394	28.34	-0.023	-0.027	-0.155
O	2.879	11.703	25.2	-0.178	-0.16	-0.185
O	2.46	3.658	25.378	-0.171	-0.023	-0.363
O	13.941	12.536	27.561	-0.15	-0.005	-0.196
O	14.083	17.247	27.155	0.042	0.13	-0.23
O	14.018	15.017	28.362	-0.065	-0.099	-0.183
O	16.122	15.043	20.291	0.04	0.029	0.186
O	6.177	3.576	28.373	-0.221	0.081	-0.362
O	8.573	9.96	20.795	0.052	-0.437	-0.358
O	7.117	16.518	21.601	-0.064	0.212	-0.163
O	6.051	7.422	25.235	-0.229	0.157	-0.532
O	3.698	14.159	24.406	-0.33	0.069	0.109
O	5.703	7.754	18.789	0.121	0.198	-0.314
O	10.51	6.792	25.945	0.045	-0.089	-0.411
O	2.23	17.12	20.483	0.1	0.267	0.676
O	12.272	4.89	25.928	0.23	-0.299	-0.147
O	11.471	15.511	23.935	0.028	-0.281	0.06
O	13.855	3.991	22.287	0.051	0.179	0.271
O	10.693	11.289	20.044	-0.341	-0.044	-0.077
O	11.986	3.758	20.565	0.36	-0.154	-0.308
O	4.96	16.13	23.077	-0.081	-0.326	-0.273
O	11.193	13.419	18.498	-0.16	0.185	0.355
O	3.447	16.612	25.166	-0.1	-0.104	-0.28
O	3.652	2.068	18.39	-0.474	0.496	0.217
O	9.714	3.893	19.411	-0.613	0.418	-0.194
O	14.437	3.516	25.242	0.307	0.19	-0.626
O	1.773	12.503	20.425	-0.07	-0.358	-0.081
O	3.477	5.292	22.167	0.089	-0.276	0.376
O	9.211	15.252	22.546	0.177	-0.367	-0.067
O	9.829	4.31	25.299	-0.24	-0.251	0.327
O	6.022	5.809	22.759	-0.001	0.466	0.3
O	8.393	4.348	23.121	0.199	-0.002	-0.247
O	4.262	7.733	21.691	0.087	0.119	-0.311
O	16.515	3.948	21.945	0.377	-0.579	0.118

Results
total energy: -86850.191 eV
total energy less fixed offsets of O -438.35, Si -107.03 eV per atom: 1.409 eV
